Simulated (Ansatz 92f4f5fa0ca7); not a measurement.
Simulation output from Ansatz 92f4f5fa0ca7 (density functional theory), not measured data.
Periodic cell of 252 atoms, Si144O100N8, from a study of silicon, its oxide and their interface. The atomic structure is a simulated model.
Doubt: the cutoff is far below the 930 eV that the study's wrapper takes by default for these files, so forces and energies are approximate.
This geometry differs little from another in the collection (a relaxation step or a small displacement).

Settings: functional PBE; potential files Ansatz PAW; basis plane waves; wave-function cutoff 580 eV; density cutoff ratio 5; exchange-correlation grid ratio 1; k mesh 1 x 1 x 1, Gamma-centred; self-consistency stop 5e-08 eV per atom in the density residual; occupations fixed; spin none; net charge 0.

Cell vectors (angstrom)
a 10.938 0 0
b 0 10.938 0
c 5.3342 4.8172 36.0788

Atoms: element, x, y, z (angstrom)
Si 6.8665 3.1858 28.5995
Si 9.7101 5.9128 28.7047
Si 6.4435 9.2375 28.5508
Si 9.0797 0.9671 28.7343
Si 0.891 3.6105 28.6894
Si 3.6592 6.3614 28.5085
Si 12.3152 8.5331 28.6407
Si 4.1276 0.4692 28.4346
Si 8.0196 4.7939 29.9091
Si 10.8198 7.4581 30.068
Si 7.9622 -0.6369 30.0039
Si 10.6984 2.082 30.0302
Si 2.5596 4.7867 29.8948
Si 5.2835 7.5594 29.8009
Si 13.4978 10.2468 29.8141
Si 5.267 2.0226 29.8706
Si 6.6676 6.2163 31.238
Si 9.4185 8.9235 31.2948
Si 6.6428 0.7479 31.338
Si 9.381 3.4876 31.3488
Si 12.2142 6.1322 31.3648
Si 14.8913 8.9254 31.251
Si 12.1709 11.636 31.2599
Si 3.9597 3.4421 31.2545
Si 5.3342 4.8172 32.6606
Si 8.0687 7.5517 32.6606
Si 5.3342 10.2862 32.6606
Si 8.0687 2.0827 32.6606
Si 10.8032 4.8172 32.6606
Si 13.5377 7.5517 32.6606
Si 10.8032 10.2862 32.6606
Si 13.5377 2.0827 32.6606
Si 1.3673 -1.3673 3.418
Si 4.1018 1.3673 3.418
Si 1.3673 4.1018 3.418
Si 4.1018 -4.1018 3.418
Si 6.8362 -1.3673 3.418
Si -1.3673 1.3673 3.418
Si 6.8362 4.1018 3.418
Si -1.3673 6.8362 3.418
Si 2.7865 -0.0445 4.7625
Si 5.5504 2.6591 4.7948
Si 2.6817 5.5496 4.5877
Si 5.5541 -2.8288 4.7506
Si -2.7569 -0.0415 4.9918
Si 0.059 2.7037 4.7013
Si 8.2184 5.5114 4.8293
Si -0.1048 -2.6396 4.9078
Si 1.4295 1.3598 6.0619
Si 4.106 4.212 5.7552
Si 1.4131 -4.0723 5.99
Si 4.1919 -1.4717 6.0278
Si -4.1898 1.2983 6.436
Si -1.201 4.149 6.0207
Si 6.8 -4.1357 6.324
Si -1.4304 -1.3542 6.6457
Si -0.018 0.5126 7.694
Si 2.7727 2.9778 7.1105
Si 0.5252 -5.7186 7.3327
Si 2.9662 -2.9784 7.3252
Si 5.3845 -0.445 7.7529
Si -2.4751 2.7623 7.338
Si 5.0182 5.6014 7.3799
Si -3.2306 -2.7489 8.0847
Si 6.7014 3.45 34.0278
Si 9.4359 6.1845 34.0278
Si 6.7014 8.919 34.0278
Si 9.4359 11.6535 34.0278
Si 12.1704 3.45 34.0278
Si 3.9669 6.1845 34.0278
Si 12.1704 8.919 34.0278
Si 14.9049 11.6535 34.0278
Si 8.0687 4.8172 35.3951
Si 10.8032 7.5517 35.3951
Si 8.0687 10.2862 35.3951
Si 10.8032 2.0827 35.3951
Si 2.5997 4.8172 35.3951
Si 5.3342 7.5517 35.3951
Si 13.5377 10.2862 35.3951
Si 5.3342 2.0827 35.3951
Si 1.3673 1.3673 0.6835
Si 4.1018 4.1018 0.6835
Si 1.3673 6.8362 0.6835
Si 4.1018 -1.3673 0.6835
Si 6.8362 1.3673 0.6835
Si -1.3673 4.1018 0.6835
Si 6.8362 -4.1018 0.6835
Si -1.3673 -1.3673 0.6835
Si 0 0 2.0507
Si 2.7345 2.7345 2.0507
Si 0 5.469 2.0507
Si 2.7345 -2.7345 2.0507
Si 5.469 0 2.0507
Si 8.2035 2.7345 2.0507
Si 5.469 5.469 2.0507
Si 8.2035 -2.7345 2.0507
Si 8.9703 10.1588 19.3432
Si 7.9135 10.2215 15.2827
Si 18.9988 13.1213 18.6828
Si 7.1226 6.2951 16.8533
Si 13.428 2.5308 23.4946
Si -2.5028 -3.4471 11.0217
Si 9.7842 12.267 22.5775
Si 3.607 -8.2263 11.9447
Si -0.2566 5.7439 10.0348
Si -4.1463 6.7903 13.771
Si 9.041 -7.3163 13.3032
Si 6.3615 -1.8075 20.0577
Si -3.557 1.9775 11.0168
Si 4.0164 -0.5048 11.8678
Si 1.0118 3.8216 13.5013
Si 2.161 -1.586 20.1197
Si 6.3813 4.2542 12.2035
Si 2.749 6.3647 20.6233
Si -7.8161 1.3073 20.9432
Si 7.9284 7.3601 26.589
Si 22.5086 3.552 16.6189
Si 9.3149 15.0026 23.2886
Si 11.7959 15.8636 22.2062
Si 12.7137 3.7855 9.7769
Si 4.7358 -7.7279 9.3082
Si 0.2548 8.9455 17.7256
Si 12.9351 1.5887 26.4334
Si 7.0739 10.7667 22.68
Si 10.4819 6.3176 12.8377
Si -2.9969 -5.8809 9.5158
Si 16.1942 12.9832 22.8302
Si 5.9044 20.0799 17.2267
Si 2.5447 -0.7466 9.2837
Si 10.6853 9.6311 22.0228
Si 2.802 14.6554 18.8884
Si 5.2245 -1.5774 14.4022
Si 5.6444 5.1281 26.4678
Si 9.8977 14.3044 20.6466
Si -0.5981 -2.739 15.0759
Si 5.8794 4.201 18.6523
Si -1.8545 2.0565 15.8694
Si 16.623 6.1881 21.1133
Si 9.0242 8.8756 24.2527
Si 6.5484 4.6767 23.598
Si -0.9125 2.7442 9.7008
Si 10.0941 6.2522 17.267
Si 10.7486 -0.6789 26.5855
Si 6.7239 -1.0364 10.4467
N 7.9641 -4.0656 9.39
O 6.6366 2.8224 19.0948
O 15.0182 2.5716 23.8061
O 8.0837 15.5368 24.1965
O 6.7202 6.3052 26.7006
N -1.388 -6.5096 9.9162
O 13.4626 7.4843 28.0442
N 1.7211 -6.8722 8.0541
O 10.7458 4.7792 17.3137
O 5.5253 4.8803 24.8575
O 7.2565 -0.9598 16.7721
O 13.4122 5.235 19.456
O 4.0738 2.3969 8.0352
O 12.3691 2.7678 27.3934
O 1.1625 0.0848 8.8598
O 9.6984 0.2086 27.4318
O 7.4263 6.523 15.2619
O 5.3056 10.3165 27.9812
O 4.2292 5.629 27.1247
O -0.7648 6.7163 15.7183
O 9.1965 6.7596 27.3974
O 7.6989 9.6504 23.6785
O 2.3298 -2.2474 8.6624
O 11.5831 2.6395 10.1951
N -3.314 3.0518 12.3931
O 18.9614 13.0794 17.0758
O 13.1846 1.3822 22.3395
O 12.1675 5.1771 10.4614
O 6.3825 15.8282 17.2478
O 9.2615 14.1362 19.1743
O 7.3516 8.7433 27.2513
O 17.2312 3.2879 22.7826
O 5.9012 7.7259 20.6846
O -3.2148 -3.6441 12.5129
O -1.6916 -5.6739 13.2548
O -0.372 3.0274 13.0173
O 6.0675 -8.4312 10.0415
O 4.0292 -4.1118 7.8734
O 12.5001 17.2555 21.7554
O 12.8266 14.2428 17.6066
O -0.3324 2.2265 16.4615
O 8.1107 -1.8496 10.8173
O 3.4617 1.1299 27.0504
O 11.19 15.2791 20.78
O 17.343 10.1741 21.3104
N 6.5821 9.5357 8.7166
O 8.9329 -1.9382 14.943
O 4.3427 3.7745 18.4016
O 4.029 1.1314 11.9903
O 8.016 2.0881 28.1314
O 4.0246 -0.1617 8.745
O 0.4463 -1.9313 16.0795
O -5.7864 -6.2351 8.7693
N 3.3248 3.2835 10.3439
O 10.766 7.7713 13.5647
O 9.8102 9.9882 20.7108
O 8.2419 11.8337 22.3137
N 10.063 6.8442 11.2135
O 10.3768 12.8321 21.1645
O 2.5906 2.4724 19.9322
O -3.9435 0.4231 11.1235
O 12.9003 14.8827 22.8884
O 4.9373 3.5354 12.3667
O 0.8877 -5.5391 13.0454
O -2.1132 0.622 15.1417
O 3.0414 -0.2166 20.3357
O -3.2781 3.9734 8.2787
O 6.1644 3.7753 27.2209
O 7.8569 8.9783 19.4251
O 10.5841 16.042 23.3009
O 5.2747 -1.3349 11.1747
O 5.9181 11.6237 23.448
O 12.0381 0.2488 26.293
O 1.8747 2.2203 24.9438
O 10.8826 -4.6575 8.4987
O 10.7032 10.9828 22.9654
O 1.4767 -1.4295 18.6354
O 9.9862 8.4809 22.9665
O 1.1866 3.8656 15.1215
O 8.7161 14.212 14.8634
O 8.801 3.9583 21.7181
O 6.226 -5.5987 13.3722
O 8.5283 17.2026 17.6962
N -1.056 1.9395 8.1433
O 2.3128 3.0604 12.8782
O 15.0453 5.9411 21.4088
O 4.6684 12.633 21.3382
O 8.4193 7.5926 25.0515
O 10.7792 4.7743 28.1432
O 12.1363 9.2221 21.4413
O 5.5455 -3.1131 13.9538
O 17.4003 5.8973 22.5171
O 6.1394 5.2428 19.877
O -2.6608 11.6293 19.2839
O 8.9151 1.8643 10.4964
O 13.8613 7.8975 20.0647
O 5.4457 9.5992 18.7477
O 9.821 13.4769 23.7006
O 2.6976 -0.8331 10.9264
O 10.9028 7.3762 18.1605
O 11.3495 8.9735 27.3808
O 6.1834 7.5349 17.3454
O 9.9114 9.9127 18.041
O 4.8104 9.402 16.0106
O -4.0651 -5.9411 10.7967
O 9.928 9.7435 25.2904
O 4.0228 -1.0181 13.4402
O 17.5735 10.2246 14.2426

Results
free energy: -151495.647 eV
free energy less fixed offsets of N -385.13, O -568.88, Si -635.61 eV per atom: 1.233 eV

Forces (eV/angstrom), in the order of the atoms: element, x, y, z
Si -0.0157 0.0184 0.0115
Si -0.0222 0.0155 0.0223
Si 0.0118 -0.0174 0.0195
Si 0.0147 -0.0201 0.0174
Si 0.0156 -0.019 0.0115
Si 0.0208 -0.0148 0.0107
Si -0.0133 0.0206 0.0303
Si -0.0171 0.0086 0.0244
Si -0.0015 0.0047 -0.0025
Si -0.0027 0.0049 -0.0051
Si 0.0063 -0.007 -0.0004
Si 0.0063 -0.0032 -0.0042
Si 0.006 -0.0072 -0.0015
Si 0.0043 -0.0026 0.0019
Si -0.0028 0.0012 -0.0037
Si -0.0042 0.0031 -0.0032
Si -0.0007 0.0029 0.0039
Si -0.0003 0.0026 0.0016
Si -0.0006 0.0029 0.0028
Si 0.0017 -0.0032 0.0099
Si -0.0041 0.0029 0.0066
Si -0.0014 0.0039 0.0003
Si 0.0025 -0.0007 0.0042
Si 0.002 0.0003 0.0082
Si -0.0221 0.0528 -0.364
Si -0.168 -0.0329 -0.164
Si -0.3062 -0.1216 0.1193
Si -0.2769 0.0896 0.3748
Si -0.0696 -0.1136 0.4801
Si 0.2763 0.1225 0.1312
Si 0.032 -0.0249 -0.1206
Si -0.0135 -0.0709 -0.2557
Si -0.3413 -0.1102 0.3781
Si 0.263 -0.0241 -0.0499
Si -0.13 -0.1266 -1.1182
Si 0.5334 0.4062 -1.1068
Si 0.4801 -0.0116 0.3962
Si -0.339 -0.4766 0.4313
Si 0.3585 -0.0617 0.3261
Si -0.164 0.595 0.3726
Si 0.0048 -0.0082 0.0036
Si -0.002 -0.0041 -0.0039
Si 0.004 -0.0076 0.0036
Si 0.001 -0.0101 0.0006
Si -0.0019 -0.0026 0.0075
Si 0.0076 -0.0104 -0.0022
Si 0.0097 0.0031 0.0087
Si -0.0041 -0.0033 -0.0012
Si 0.0029 0.0177 0.0048
Si -0.0021 0.0111 0.0125
Si -0.0091 0.0022 0.0063
Si -0.0267 0.0093 -0.0105
Si -0.0179 -0.008 -0.0147
Si -0.0437 -0.0031 -0.0187
Si -0.0015 -0.009 0.0083
Si 0.011 0.007 0.0072
Si 0.0029 -0.0041 -0.0176
Si -0.0136 -0.0065 -0.0229
Si 0.0345 0.0073 0.0109
Si -0.0176 0.0145 -0.0202
Si 0.015 -0.0004 0.0023
Si 0.0221 0.0196 -0.0009
Si 0.0247 -0.0259 -0.03
Si -0.0228 -0.0137 -0.0192
Si 0.0691 -0.0768 0.0154
Si 0.0371 -0.02 -0.011
Si -0.0288 -0.0327 -0.0296
Si -0.0172 0.0229 -0.0333
Si -0.1309 -0.0492 0.01
Si -0.0106 0.0762 -0.0095
Si -0.0026 -0.0475 -0.0223
Si -0.0052 -0.1091 0.0033
Si -0.0087 0.0221 -0.0238
Si -0.0599 0.0386 -0.0248
Si 0.0009 -0.0219 -0.0165
Si 0 -0.055 0.0126
Si 0.0447 0.0186 -0.0218
Si 0.0598 -0.0074 -0.0032
Si -0.0506 0.035 -0.0205
Si -0.0269 0.064 -0.0227
Si 0.026 0.039 0.0353
Si 0.0681 -0.0624 0.0087
Si 0.017 0.0078 0.0202
Si -0.063 0.0398 -0.0072
Si -0.0135 -0.0291 0.0208
Si -0.0074 0.0211 -0.0143
Si 0.0079 -0.0512 0.0428
Si -0.0021 -0.0721 0.0001
Si -0.0612 -0.0508 0.033
Si 0.0258 0.1233 -0.0266
Si 0.0392 -0.1098 0.0045
Si 0.1094 -0.0071 -0.0291
Si -0.0552 0.0289 0.0395
Si 0.0205 0.0691 0.0502
Si -0.1348 0.0266 -0.0245
Si 0.0972 0.1111 -0.0188
Si -0.0032 0.0018 0.0001
Si 0.009 -0.0018 0.0016
Si -0.0051 0.0012 0.0039
Si -0.0016 -0.0029 0.0073
Si -0.007 -0.0041 0.0088
Si 0.0023 -0.0103 0.0078
Si 0.0049 -0.0049 0.0021
Si -0.0015 0.0041 0.0006
Si 0.0026 0.0049 0.0012
Si 0.001 -0.0013 0.0049
Si 0.0019 0.0028 0.0061
Si -0.0017 -0.0015 0.0009
Si -0.0006 0.0039 -0.0077
Si -0.0028 -0.0057 -0.0041
Si 0.0012 0.0095 0.0002
Si 0.0048 -0.0003 -0.0004
Si 0.0004 0.0085 -0.0018
Si 0.0066 -0.0012 0.0035
Si -0.0024 -0.0026 -0.0014
Si -0.0082 -0.0027 -0.0015
Si 0.0019 0 0.0068
Si -0.0016 0.002 -0.001
Si 0.0016 0.0025 -0.0036
Si 0.0051 -0.004 -0.0013
Si -0.0025 -0.0042 0.0087
Si 0.0002 -0.0011 0.0018
Si -0.0037 0.0033 -0.0165
Si -0.0019 -0.0006 -0.004
Si 0.0045 -0.0047 -0.0036
Si 0.0017 0.0047 0.0103
Si -0.0023 0.0005 -0.0037
Si 0.0003 -0.0036 0.0059
Si -0.0023 0.0076 -0.0004
Si 0.0025 0.0052 0.0019
Si 0.0008 0.0014 -0.0018
Si -0.0003 -0.0025 0.0043
Si 0.0027 0.0011 -0.0022
Si -0.0007 0.0019 -0.0008
Si -0.0018 -0.0011 -0.0007
Si -0.0014 -0.005 0.0039
Si 0.002 -0.0023 0.0023
Si -0.0068 -0.0044 0.0055
Si 0 -0.005 0.0061
Si -0.0086 0.0047 0.0041
Si -0.003 0.0077 0.0038
Si -0.0003 -0.0019 0.0059
Si -0.0008 0.0036 -0.0089
Si -0.0042 0.0108 0.0027
N 0.0158 0.0019 0.0046
O 0.0002 0.0024 -0.0043
O -0.0021 0.0009 0.0026
O 0.002 0.0007 0.0032
O -0.0016 -0.001 0.0026
N -0.009 -0.0061 -0.0015
O 0.0038 -0.0016 -0.0144
N -0.0088 0.0105 -0.0041
O 0.0001 -0.0022 -0.003
O 0.0037 -0.0018 -0.0031
O -0.002 -0.0006 -0.0037
O -0.001 -0.0007 0.0031
O 0.0089 -0.0012 -0.0023
O 0.0008 -0.0026 -0.0016
O 0.0038 -0.0022 0.0102
O 0.0041 -0.0055 -0.0053
O -0.0045 0.0014 -0.0035
O -0.0035 0.0018 -0.0144
O -0.0054 0.0021 -0.0004
O 0.0014 0.0069 -0.0025
O 0.0055 0.0008 -0.0029
O -0.0027 0.0045 -0.0009
O 0.0003 0.0015 0.0077
O -0.0013 -0.004 0.0065
N -0.0037 -0.0057 -0.0015
O 0.0004 0.0004 0.0006
O -0.0012 0.0028 0.0052
O -0.0001 0.0038 0.0037
O 0.0001 0.0002 0.0025
O 0.0022 -0.0004 0.005
O 0.0035 0.0004 -0.0058
O 0.0017 -0.0033 0.0013
O -0.0009 -0.0048 0
O -0.0019 0.0014 0.0017
O -0.0034 -0.0046 0.0019
O -0.0067 -0.0042 0.001
O 0.0023 0.0014 0.0097
O 0.0008 -0.0018 0.0198
O -0.0039 -0.0024 0.0038
O 0.0016 0.0024 0.0031
O -0.0027 0.0007 -0.0006
O 0.005 -0.0041 -0.0003
O -0.0043 0.0041 -0.0046
O 0.0015 -0.001 0.0019
O 0.0038 0.003 0.0069
N 0.0072 0.0053 -0.001
O -0.0015 0.0013 0.0043
O -0.003 0.0016 0.0022
O -0.0017 0.0031 0.0012
O -0.0008 0.0038 -0.0169
O -0.0052 -0.0014 0.0022
O -0.0023 -0.0015 -0.0013
O -0.0018 -0.0013 0.0105
N 0.0054 -0.0027 0.0044
O -0.0011 -0.0015 0.0028
O 0.0028 -0.0013 0.0051
O -0.0024 -0.0024 0.0015
N -0.0052 0.0039 -0.0051
O -0.0013 0.0006 0.0002
O -0.0008 -0.0036 0.0034
O 0.0003 -0.0027 0.0054
O 0.0005 -0.0034 0.0028
O -0.0053 -0.0055 0.0039
O -0.0014 -0.0004 0.0012
O -0.0042 -0.001 0.0023
O 0.0004 0.0039 -0.0002
O 0.0026 -0.001 -0.0017
O 0.0025 -0.0041 0.0013
O -0.0027 0.0008 -0.0013
O -0.0004 -0.0002 0.005
O -0.0026 0.0018 0.0048
O -0.0006 -0.0034 0.0068
O -0.0056 0.0075 0.0095
O 0.0024 -0.0072 0.0117
O 0.0017 0.0018 -0.0083
O -0.004 -0.0006 0.0005
O -0.0007 -0.0008 0.0035
O -0.0009 -0.0014 0.0031
O -0.0007 -0.002 -0.0019
O 0.0002 -0.0042 -0.0027
O -0.0032 -0.0011 0.0023
O 0.0014 -0.001 0.002
O 0.0002 -0.0004 -0.0034
N 0.0014 -0.0073 0.0083
O 0.0053 -0.0026 0
O 0.0083 -0.0001 -0.0053
O 0.0013 0.0014 0.0037
O 0.0054 0.0043 -0.0043
O 0.0029 -0.0042 -0.0172
O -0.005 0.0003 0.0027
O 0.0001 0 0.0018
O -0.005 0.0008 -0.0055
O -0.0037 0.0043 0.0062
O 0.0019 -0.0036 0.0005
O 0.0007 0.0013 0.0013
O -0.0013 -0.0034 0.0001
O 0.001 -0.0007 0.0008
O -0.0017 0.0013 0.0031
O 0.0019 -0.0036 0.0079
O 0.0002 -0.0005 -0.001
O -0.007 0.0031 -0.0084
O 0.0005 0.0044 -0.0024
O -0.003 0.0001 0.0043
O -0.0007 0.0012 -0.0019
O 0.0012 -0.0033 0.0015
O 0.0023 0.0026 0.0089
O -0.0003 0.003 -0.0018
O -0.0005 0 -0.0006

The program warned: the cutoff lies below the one the program advises for these potential files; the exchange-correlation potential is rough where the density is thin.
